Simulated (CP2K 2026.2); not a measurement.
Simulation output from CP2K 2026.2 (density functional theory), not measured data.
Periodic cell of 1182 atoms, Si850O332, from a study of silicon, its oxide and their interface. The atomic structure is a simulated model.
Doubt: the forces sum to 1.45 eV/angstrom along one axis rather than to zero, so they err by at least 0.0012 eV/angstrom per atom on average; the grid cutoff is modest.

Settings: functional PBE; method Gaussian and plane waves; basis set DZVP-MOLOPT-SR-GTH; pseudopotentials GTH-PBE; grid cutoff 350 Ry, relative cutoff 50 Ry; k points Gamma only; occupations fixed; spin none; net charge 0.

Cell vectors (angstrom)
a  16.4025  0  0
b  0  32.805  0
c  0  0  40.2881

Atoms and the computed forces on them: element, x, y, z (angstrom), force x, y, z (eV/angstrom)
Si  0.0303  0.1476  40.2115  0.0132  0.081  0.3522
Si  3.1412  2.1261  0.1824  -0.1996  0.0924  -0.1146
Si  16.0645  5.7853  40.0768  0.0205  -0.173  -0.1926
Si  2.8037  8.1566  40.1072  -0.0508  0.0703  0.0937
Si  15.6746  11.6711  40.2125  0.2372  -0.0277  -0.2825
Si  1.9363  14.3177  40.1858  -0.0136  0.0351  -0.1011
Si  16.26  16.5426  0.5379  0.0283  -0.0773  -0.3146
Si  2.5509  19.3519  0.0145  -0.0954  -0.0245  -0.0425
Si  15.8015  22.3449  0.3086  0.4255  -0.4419  0.1659
Si  2.9346  24.2808  0.3399  0.2062  0.1  -0.1713
Si  15.9563  27.8472  40.1419  -0.0108  0.626  0.0681
Si  2.8642  29.8373  0.4988  0.0293  -0.1551  -0.2328
Si  5.4127  0.0102  0.4187  0.1408  -0.2149  -0.0401
Si  8.1378  2.7091  0.1766  0.027  -0.1682  -0.0018
Si  6.32  5.134  40.0001  0.1918  -0.0297  0.0061
Si  8.8333  7.687  0.0533  -0.5028  0.2776  0.0666
Si  5.3381  11.0464  40.0166  -0.1137  0.2032  -0.1289
Si  8.2994  13.2889  40.0452  -0.0099  0.2413  0.0777
Si  4.6562  16.9338  40.0031  0.1565  -0.1848  0.1547
Si  8.1461  19.1644  40.0356  0.0399  -0.0583  0.1949
Si  5.0109  22.0706  0.0821  -0.0224  0.2228  -0.0442
Si  8.1948  24.5056  0.3534  0.0373  0.0616  -0.2163
Si  5.1784  27.6061  0.1356  -0.0307  -0.1023  -0.243
Si  8.385  29.8278  0.0114  -0.0321  0.0181  0.0146
Si  11.4183  32.0605  0.1279  0.185  0.145  0.0601
Si  14.1638  2.3727  40.1891  -0.1628  -0.0272  -0.0915
Si  10.3697  5.7889  0.2814  0.3128  -0.4126  0.0164
Si  13.9576  8.232  39.9368  0.0159  -0.0848  0.2633
Si  10.7311  11.1838  40.0525  0.0116  0.0083  0.0423
Si  13.6302  14.007  0.4373  -0.0236  -0.0207  -0.2261
Si  10.4121  16.9243  40.1534  -0.0562  -0.1123  0.1803
Si  14.05  18.7019  40.2307  0.0382  -0.0909  -0.3732
Si  10.5252  22.2594  0.023  0.0155  -0.0656  -0.3302
Si  14.1534  24.0869  40.278  -0.603  0.159  -0.467
Si  10.6754  27.6148  40.2244  -0.0101  -0.0337  -0.1235
Si  13.7678  30.0258  0.2668  -0.0091  0.1046  -0.1949
Si  1.3854  1.2978  1.4697  0.0019  -0.1518  -0.0598
Si  4.0138  3.8399  1.5423  0.0186  -0.2861  -0.0864
Si  1.2792  6.9142  1.1529  0.0867  -0.093  -0.1084
Si  4.257  9.4316  1.1748  -0.0096  0.0857  -0.1267
Si  1.1605  12.4642  1.1939  -0.0228  0.0322  -0.2147
Si  3.7954  15.2206  1.1407  -0.088  0.0879  -0.1534
Si  1.2518  18.0458  1.5607  0.1553  -0.0273  -0.2495
Si  3.9022  20.5902  1.5  0.0714  -0.0312  -0.1565
Si  1.3244  23.042  1.5493  0.1  0.1579  -0.1066
Si  4.1263  25.9195  1.5203  -0.0729  0.0993  -0.0767
Si  1.1805  28.6594  1.5665  -0.0206  -0.4142  -0.1803
Si  4.131  31.3622  1.7159  0.0253  0.0445  -0.2496
Si  6.8616  1.3443  1.6323  0.1344  0.0373  -0.2641
Si  9.5595  3.9985  1.5209  -0.2118  -0.0987  -0.1702
Si  7.0812  6.7326  1.2818  0.0706  -0.1088  -0.0821
Si  9.6076  9.5785  1.2363  0.235  0.1181  -0.2746
Si  6.6651  12.3511  1.2246  0.2622  -0.1382  -0.0528
Si  9.3458  15.1032  1.0665  0.0777  -0.1055  -0.1977
Si  6.5388  17.8764  1.0411  -0.0093  0.1019  -0.1842
Si  9.4265  20.5528  1.2456  -0.0524  -0.0514  -0.1188
Si  6.6465  23.1985  1.4658  -0.1767  -0.0573  -0.1948
Si  9.5695  26.0507  1.4314  0.0391  0.2047  -0.2552
Si  6.8494  28.6768  1.4303  0.0555  0.0671  -0.228
Si  9.6384  31.2572  1.5076  0.1396  -0.0424  -0.1834
Si  12.4212  1.2378  1.1717  0.1047  -0.1969  -0.1586
Si  15.0982  4.1002  1.2394  0.0364  0.037  -0.0021
Si  12.059  6.7322  1.5741  -0.3057  0.0178  -0.1151
Si  14.9025  9.7626  1.1763  0.0444  0.0272  -0.1313
Si  12.1092  12.4368  1.2996  -0.0455  -0.0074  -0.1674
Si  14.9469  15.1935  1.8635  -0.0633  0.107  -0.049
Si  12.1887  17.8337  1.2443  0.0024  0.0172  -0.0869
Si  14.8762  20.5004  1.421  -0.1042  -0.1567  -0.0967
Si  12.3102  23.2306  1.2597  -0.129  0.0266  0.1558
Si  14.8873  26.0987  1.0305  0.033  0.382  -0.0825
Si  12.2843  28.6294  1.4298  -0.1337  -0.0955  -0.2627
Si  15.1878  31.4502  1.4352  0.0771  0.1049  -0.3529
Si  0.058  2.8108  2.7272  -0.003  -0.0321  0.0585
Si  2.7095  32.7634  2.9349  -0.0293  0.1405  0.0187
Si  16.3537  8.327  2.5457  -0.1441  0.067  0.0345
Si  2.6454  5.4677  2.6026  -0.0417  0.1128  0.0576
Si  16.3595  13.6828  2.8685  0.0868  -0.2801  0.2474
Si  2.7284  10.9477  2.4499  -0.1279  0.1951  -0.1654
Si  16.2467  19.2801  2.9015  0.0191  0.0498  0.0925
Si  2.6405  16.5335  2.7519  0.1031  0.0411  0.102
Si  0.1827  24.5021  2.9467  0.3253  -0.2611  -0.0021
Si  2.6338  21.8077  2.9822  -0.0198  -0.1283  0.0419
Si  16.3914  30.0957  2.9239  0.0473  0.0333  0.0273
Si  2.6513  27.2526  2.8574  -0.0062  0.0239  -0.0954
Si  5.4778  2.6776  2.9766  -0.0877  0.0654  0.1541
Si  8.3112  32.7436  2.8367  0.0477  -0.0279  -0.0247
Si  5.5514  8.0863  2.5966  -0.0254  -0.1382  0.0011
Si  8.2183  5.3847  2.8481  -0.0987  0.0743  0.2451
Si  5.292  13.7921  2.507  -0.0898  0.2004  -0.0145
Si  8.082  10.9212  2.5731  -0.035  -0.0865  -0.0332
Si  5.3769  19.1827  2.6704  0.0858  -0.1107  -0.0213
Si  7.9501  16.4407  2.4773  -0.0241  0.0947  -0.111
Si  5.4446  24.5945  2.9152  -0.0259  0.0733  0.0176
Si  8.093  21.846  2.7196  0.1628  0.0274  0.2316
Si  5.5555  30.003  2.9236  -0.079  -0.1926  0.1611
Si  8.2019  27.3361  2.84  -0.0132  0.1037  0.0194
Si  11.0642  2.6208  2.675  0.1446  -0.018  -0.113
Si  13.7489  0.0102  2.7394  0.0446  0.1151  0.0101
Si  10.8581  8.2903  2.8108  0.0091  0.0193  0.3663
Si  13.6745  5.4106  2.6719  0.0686  -0.0405  0.073
Si  10.715  13.7833  2.6207  -0.1108  0.0884  -0.06
Si  13.492  10.9987  2.6407  -0.001  -0.0495  0.0796
Si  10.8366  19.2095  2.643  0.051  0.0075  -0.008
Si  13.4169  16.5503  2.8795  -0.0697  0.151  0.1515
Si  10.9716  24.6364  2.6897  0.0122  -0.1857  0.2057
Si  13.4694  21.8053  2.7696  -0.0483  0.0703  -0.038
Si  10.9842  29.9573  2.8957  -0.3169  -0.1115  0.1479
Si  13.614  27.2341  2.7455  0.1809  -0.1858  0.0379
Si  1.3798  4.1698  4.1184  -0.0768  -0.0786  -0.0017
Si  4.09  1.3245  4.2868  -0.1051  0.0295  -0.0917
Si  1.3575  9.6414  3.9374  0.0388  -0.1298  -0.0232
Si  4.0849  6.8043  3.9766  0.042  0.0091  -0.0612
Si  1.3333  15.1031  4.1522  -0.0144  -0.0378  -0.14
Si  4.0122  12.35  3.9101  0.0033  -0.0838  -0.0288
Si  1.2504  20.5082  4.3214  -0.0203  0.0103  0.0084
Si  4.068  17.822  4.1213  -0.0744  -0.0803  -0.1271
Si  1.3976  25.9101  4.3435  0.092  0.1369  0.0778
Si  4.043  23.2342  4.2419  -0.0579  0.0752  -0.0136
Si  1.3599  31.4187  4.2926  0.0162  -0.0277  0.0087
Si  4.0789  28.6475  4.2057  0.0421  -0.0445  -0.0825
Si  6.8355  4.0954  4.2571  0.0284  0.0657  -0.1269
Si  9.6816  1.3406  4.134  -0.0874  0.0057  0.034
Si  6.8022  9.5314  4.0087  0.0687  0.0084  0.01
Si  9.533  6.8658  4.1618  -0.0214  -0.1391  -0.0767
Si  6.6863  15.0777  3.9554  -0.0216  0.0853  0.0081
Si  9.424  12.3272  3.9861  0.0128  0.0508  -0.0713
Si  6.7646  20.4809  4.1103  -0.0186  0.0331  -0.0741
Si  9.4176  17.763  3.9361  0.036  -0.0294  -0.1844
Si  6.8436  25.9662  4.2191  0.0339  -0.0837  0.0339
Si  9.5277  23.2477  4.0578  0.0154  -0.0137  -0.1895
Si  6.908  31.4202  4.234  -0.0033  -0.0294  -0.0539
Si  9.5592  28.6634  4.2513  0.1463  -0.0232  -0.0463
Si  12.3454  4.0538  4.0864  -0.0606  0.0386  0.0093
Si  15.0832  1.4199  4.1214  -0.0979  -0.0593  -0.1657
Si  12.2479  9.6351  4.1283  -0.0554  0.0582  -0.0805
Si  15.0212  6.8974  3.988  0.0371  0.0116  -0.1825
Si  12.0993  15.0548  4.1021  0.0362  -0.0193  0.03
Si  14.9132  12.2837  4.0928  0.1198  0.0357  -0.0941
Si  12.151  20.4863  4.1678  -0.12  0.0573  -0.023
Si  14.9023  17.836  4.1925  -0.207  0.1505  0.0439
Si  12.2755  25.9207  4.1848  0.0584  0.0165  -0.1188
Si  14.9196  23.2096  4.0968  0.051  0.1375  -0.1164
Si  12.3734  31.4217  4.1498  -0.0041  0.0684  -0.1156
Si  14.98  28.6553  4.1448  0.058  -0.0622  -0.0325
Si  0.0309  0.0134  16.4262  -0.0188  0.0039  0.0047
Si  2.7664  2.752  16.4392  0.01  -0.0244  -0.0097
Si  0.0469  5.4881  16.4477  0.018  0.0086  -0.0048
Si  2.7947  8.2218  16.4576  0.0185  -0.0283  -0.0104
Si  0.0583  10.9501  16.4631  -0.001  -0.0213  -0.012
Si  2.7862  13.6808  16.4621  -0.012  -0.0235  -0.0087
Si  0.0291  16.3984  16.444  -0.0067  -0.0083  0.0047
Si  2.7445  19.1267  16.414  0.0063  0.0003  -0.0044
Si  0.0131  21.8649  16.3992  -0.0046  -0.0278  0.0098
Si  2.7164  24.6006  16.4029  -0.0127  0.012  0.0031
Si  16.3964  27.3374  16.4095  0.0116  0.0014  0.012
Si  2.7298  30.067  16.4098  0.0112  0.0097  0.0019
Si  5.4665  0.0101  16.4191  0.0006  0.0096  0
Si  8.2171  2.7564  16.4463  -0.0037  -0.0144  -0.0112
Si  5.5013  5.4893  16.4619  0.0086  -0.0228  0.0014
Si  8.2455  8.2227  16.4816  -0.0051  -0.0195  0.0055
Si  5.5338  10.9498  16.4667  0.0048  -0.0391  -0.0075
Si  8.2533  13.6654  16.4477  -0.0023  0.0008  -0.0037
Si  5.5073  16.399  16.4389  0.0064  -0.0103  -0.0061
Si  8.2411  19.1268  16.4059  0.0083  -0.0242  0.0055
Si  5.4633  21.8666  16.3944  -0.012  0.0119  0.004
Si  8.1998  24.6038  16.3957  -0.0161  0.0112  -0.0065
Si  5.4509  27.3333  16.4175  0.0001  0.0112  0.009
Si  8.2056  30.0797  16.4082  0.0097  -0.0051  -0.0071
Si  10.9495  0.0113  16.435  0.0241  0.0022  -0.0114
Si  13.6977  2.7502  16.44  0.0042  0.0236  -0.0178
Si  10.9656  5.4951  16.4659  -0.0194  -0.0136  -0.016
Si  13.7223  8.2234  16.4594  -0.0084  -0.0114  -0.0137
Si  10.9837  10.9457  16.4597  -0.0076  -0.0157  -0.0034
Si  13.7091  13.6638  16.453  -0.004  0.0007  0.0073
Si  10.9844  16.3767  16.4198  0.0295  -0.0284  0.0077
Si  13.7105  19.1234  16.4208  -0.0115  -0.0293  0.012
Si  10.9557  21.8551  16.412  -0.0097  0.0341  0.0146
Si  13.6801  24.6001  16.393  0.0091  -0.0063  0.0055
Si  10.9485  27.3437  16.3916  0.0065  -0.0009  -0.0007
Si  13.6955  30.0811  16.4102  -0.0026  -0.0168  -0.0027
Si  1.4151  1.3589  17.7973  0.0212  0.0526  -0.0049
Si  4.1306  4.1096  17.8219  0.0097  0.0148  0.0012
Si  1.4418  6.8366  17.8181  -0.0525  -0.0114  0.0067
Si  4.1802  9.5764  17.8341  -0.0066  0.0189  -0.0056
Si  1.4389  12.3106  17.8385  0.0009  0.0201  0.0067
Si  4.1593  15.0508  17.8355  0.027  0.0099  0.0047
Si  1.3948  17.7788  17.8072  0.0159  0.0042  -0.013
Si  4.1024  20.512  17.7635  0.0022  0.0003  0.0027
Si  1.345  23.2498  17.7742  0.0453  0.0099  0.0032
Si  4.0656  25.9661  17.7764  0.0084  -0.0251  -0.0067
Si  1.3623  28.6963  17.7761  -0.0022  0.0016  0.006
Si  4.0948  31.43  17.7707  0.0045  -0.0126  -0.0028
Si  6.8343  1.3706  17.787  0.0162  0.0101  0.0112
Si  9.5895  4.1159  17.8251  0.0527  0.0265  0.008
Si  6.8721  6.8465  17.847  0.0105  0.0009  0.0039
Si  9.6342  9.5866  17.8515  0.0335  0.0584  -0.0151
Si  6.917  12.3067  17.8458  -0.0052  0.0079  0.0042
Si  9.6385  15.0222  17.8092  -0.0148  0.011  -0.0042
Si  6.9004  17.7671  17.7813  -0.0216  0.0313  -0.0027
Si  9.6057  20.484  17.7813  -0.0475  -0.0317  0.0145
Si  6.8235  23.2433  17.7479  0.0274  -0.0171  -0.0165
Si  9.5737  25.9789  17.738  -0.0029  -0.0412  -0.0066
Si  6.8284  28.7117  17.7592  0.031  -0.0011  -0.0039
Si  9.5825  31.425  17.7839  -0.0576  0.0092  0.0238
Si  12.3322  1.3687  17.7989  -0.0282  -0.0358  0.0016
Si  15.0881  4.1014  17.8033  -0.0603  -0.0649  0.0082
Si  12.3627  6.8505  17.8291  0.0274  0.0179  0.0163
Si  15.1125  9.5725  17.8351  -0.0124  0.0136  0.0204
Si  12.3594  12.3004  17.8401  0.0084  -0.0091  0.0003
Si  15.0815  15.0299  17.8227  0.0102  0.0251  -0.0153
Si  12.3648  17.736  17.7762  -0.0364  0.0419  -0.0331
Si  15.0756  20.5046  17.7824  0.0463  0.0551  -0.0145
Si  12.3329  23.2293  17.7571  -0.0159  0.0021  -0.0102
Si  15.0239  25.9716  17.7687  -0.0281  -0.0321  0.0187
Si  12.331  28.6963  17.7511  -0.0429  0.0297  0.0014
Si  15.0792  31.4266  17.78  0.0005  0.0089  0.0106
Si  0.0703  2.7346  19.1591  -0.0172  -0.0159  -0.0362
Si  2.7351  32.7534  19.1756  0.0178  0.0051  0.0235
Si  0.1101  8.2116  19.1942  0.0335  -0.019  -0.0368
Si  2.7986  5.4829  19.2183  0.0351  -0.0211  0.0143
Si  0.07  13.6892  19.1946  0.0233  0.0076  -0.031
Si  2.8513  10.9679  19.2001  0.0192  -0.0502  -0.008
Si  0.0424  19.1645  19.1758  -0.0487  -0.0097  0.0584
Si  2.7858  16.4441  19.182  -0.0441  0.014  0.0189
Si  16.3577  24.5994  19.1485  0.0352  0.0465  0.0102
Si  2.7225  21.8863  19.1204  -0.0064  -0.0037  -0.0051
Si  0.0242  30.0541  19.1712  -0.036  -0.0158  0.0171
Si  2.6782  27.3061  19.1566  0.039  0.0252  0.0258
Si  5.459  2.7016  19.1817  0.0265  0.0088  0.0145
Si  8.1861  32.7819  19.1318  0.0715  -0.0075  -0.031
Si  5.5334  8.2222  19.2388  0.0017  0.0071  0.0296
Si  8.218  5.4602  19.2218  -0.0318  -0.027  0.0072
Si  5.5785  13.7124  19.1986  -0.0429  -0.0036  0.0326
Si  8.2989  10.9633  19.2476  0.0129  -0.0677  0.0524
Si  5.5248  19.1704  19.091  0.0316  -0.0302  -0.0148
Si  8.3119  16.4364  19.1537  -0.0222  -0.0601  -0.0136
Si  5.441  24.5927  19.1169  -0.0057  0.025  0.0444
Si  8.2153  21.8896  19.0881  -0.0617  0.0721  0.0096
Si  5.4415  30.0512  19.1277  -0.0116  0.0426  -0.003
Si  8.2045  27.3405  19.0982  -0.0441  0.0497  0.0219
Si  10.9647  2.7321  19.1706  -0.0137  0.0368  -0.0092
Si  13.7137  32.784  19.1348  -0.0412  0.0459  0.0127
Si  11.0145  8.2208  19.2151  -0.0208  -0.0371  -0.0455
Si  13.7412  5.47  19.1836  -0.0097  0.0089  -0.0308
Si  10.9963  13.6702  19.2138  0.0136  0.0229  0.0317
Si  13.753  10.9452  19.2056  0.0111  -0.0112  -0.0427
Si  11.0164  19.1139  19.122  0.07  -0.0893  0.0029
Si  13.7229  16.4053  19.1899  0.023  -0.038  0.0484
Si  10.9696  24.63  19.0775  -0.0384  0.008  0.0012
Si  13.7103  21.8797  19.1323  -0.0129  0.011  0.0142
Si  10.9655  30.0356  19.1221  0.1336  -0.1055  -0.0178
Si  13.6818  27.3501  19.1454  -0.0104  -0.0275  -0.0022
Si  1.4279  4.0853  20.5627  -0.0406  0.0128  0.0641
Si  4.1068  1.2903  20.5457  0.0252  0.024  0.0831
Si  1.5137  9.5734  20.5546  -0.0453  0.0055  0.0312
Si  4.1615  6.8564  20.619  -0.0142  -0.0714  -0.0117
Si  1.419  15.0839  20.5591  0.047  -0.0673  -0.0206
Si  4.2271  12.3472  20.5721  -0.0377  -0.012  0.0496
Si  1.3812  20.5712  20.5457  0.0922  0.0826  0.0433
Si  4.1822  17.8514  20.4854  0.1007  0.0421  -0.0139
Si  1.2667  25.9737  20.5408  -0.0835  -0.0488  -0.0051
Si  4.0673  23.2391  20.4994  0.031  0.0053  0.0415
Si  1.397  31.3713  20.5818  0.0567  -0.0077  0.0866
Si  4.0756  28.6676  20.4829  0.018  -0.0609  0.0685
Si  6.814  4.0589  20.5659  0.0072  -0.0012  0.0362
Si  9.5581  1.3407  20.4829  -0.0531  -0.0215  -0.0084
Si  6.9339  9.5829  20.6106  -0.0551  0.1406  -0.0142
Si  9.6287  6.8406  20.5483  0.0764  0.0254  0.0281
Si  6.9798  15.0924  20.5416  0.0672  0.0462  0.0253
Si  9.6816  12.3179  20.6584  -0.0849  0.0607  0.0598
Si  6.8474  20.5542  20.4696  -0.0474  -0.1  -0.0151
Si  9.6955  17.7741  20.5349  -0.0002  0.1009  -0.02
Si  6.8069  25.9914  20.4372  -0.0244  -0.0268  0.0257
Si  9.6147  23.2537  20.4005  0.0148  0.0257  -0.0161
Si  6.8041  31.4142  20.4894  -0.0098  -0.0508  0.0681
Si  9.6026  28.6544  20.4774  -0.0697  0.0494  0.033
Si  12.3694  4.0857  20.5332  -0.0197  -0.0766  0.0195
Si  15.1356  1.3083  20.4806  -0.0104  0.1224  0.0262
Si  12.4233  9.5601  20.5888  0.0726  0.0941  0.0641
Si  15.1726  6.7996  20.5364  -0.0115  0.0378  0.0012
Si  12.3632  15.0433  20.5782  -0.0071  -0.0168  0.0457
Si  15.135  12.312  20.5677  -0.0562  -0.0603  -0.006
Si  12.4071  20.454  20.47  -0.0387  0.0057  0.0139
Si  15.0826  17.7999  20.5492  0.0589  -0.0102  0.0454
Si  12.2823  26.0025  20.4858  0.0587  -0.0064  0.0568
Si  14.9884  23.2745  20.5535  -0.0713  -0.0552  0.0823
Si  12.3619  31.3789  20.4759  -0.0886  0.0283  -0.0092
Si  15.0543  28.6901  20.5356  0.0181  0.0243  0.0283
Si  0.0032  32.7247  21.9373  -0.0064  0.0302  0.0414
Si  2.6979  2.6048  21.9115  0.1082  0.0076  0.059
Si  0.1592  5.5143  21.9756  -0.0158  -0.1096  0.1684
Si  2.8758  8.287  22.0231  0.0207  0.0782  0.1094
Si  0.1488  10.9417  21.8833  0.1237  0.0412  0.1442
Si  2.8428  13.7475  21.8941  0.052  0.0412  0.1558
Si  0.0668  16.4708  21.9289  -0.0206  0.1873  0.0469
Si  2.8989  19.2946  21.8503  -0.2108  -0.0147  0.0288
Si  16.3397  21.9001  21.9306  0.0038  0.0252  -0.0187
Si  2.614  24.5605  21.8388  0.1157  0.0312  -0.0191
Si  16.3186  27.3205  21.9931  0.0302  -0.0185  0.2254
Si  2.7453  29.9388  21.9576  -0.0226  0.0636  0.081
Si  5.4296  32.6941  21.9442  -0.0459  0.052  0.0405
Si  8.1272  2.6033  21.8933  0.0865  0.0387  0.0102
Si  5.4553  5.4071  21.9795  -0.0602  0.0693  0.0954
Si  8.3021  8.1904  21.971  -0.0772  0.0438  -0.001
Si  5.6458  11.0477  21.9812  0.1872  -0.0655  0.0842
Si  8.3551  13.8029  22.0128  -0.0419  -0.0744  0.0693
Si  5.6295  16.5446  21.8145  -0.0913  -0.1531  0.1029
Si  8.3547  19.2773  21.7538  -0.0741  -0.1378  0.2263
Si  5.448  21.8808  21.8747  0.0554  0.1017  -0.046
Si  8.2492  24.6529  21.7096  0.0376  -0.094  0.0428
Si  5.4145  27.2976  21.8489  -0.0411  0.1755  -0.0162
Si  8.2127  30.034  21.7719  0.0428  -0.0228  -0.0237
Si  10.965  32.7568  21.7548  0.0985  -0.0428  0.0131
Si  13.8532  2.7397  21.8172  -0.0421  -0.1024  0.0544
Si  10.9584  5.4258  21.8889  -0.1775  -0.0261  0.0271
Si  13.8473  8.167  21.8949  0.1096  -0.0091  0.0925
Si  11.1109  10.9329  22.0166  -0.052  -0.1502  0.0594
Si  13.7558  13.6705  21.9273  0.1166  0.1265  0.0108
Si  11.0472  16.4346  21.9921  0.0612  -0.1174  0.1391
Si  13.7283  19.1418  21.9646  -0.0422  0.0085  0.0164
Si  11.0293  21.8761  21.6923  -0.0599  0.0118  0.1973
Si  13.6001  24.6805  21.9133  0.0094  -0.0018  0.1925
Si  10.9379  27.3172  21.9166  0.0087  -0.0416  0.0025
Si  13.7215  30.0558  21.9136  0.0339  -0.1178  0.0355
Si  1.3922  1.1901  23.3527  0.0335  0.0271  0.0312
Si  3.9682  4.0061  23.2971  -0.0105  0.1532  -0.0725
Si  1.5169  6.9221  23.4312  -0.046  0.0004  -0.1516
Si  4.3291  9.6822  23.3721  -0.0109  0.0324  -0.1245
Si  1.4921  12.3476  23.2731  -0.1466  -0.1915  -0.0023
Si  4.289  15.1719  23.1697  0.0425  -0.0246  -0.1805
Si  1.5657  17.9045  23.1466  0.0788  -0.0762  -0.1404
Si  4.0846  20.661  23.4119  0.0502  -0.1859  0.226
Si  1.204  23.3268  23.3066  -0.1496  0.1164  0.0928
Si  3.9659  25.9128  23.1627  -0.0869  0.0607  -0.2258
Si  1.3898  28.5811  23.4054  -0.0717  -0.1472  0.0206
Si  4.1368  31.2505  23.3575  0.2152  -0.0985  -0.0341
Si  6.7226  1.2742  23.3566  -0.0514  0.0403  0.1483
Si  9.5327  3.9763  23.17  -0.0784  0.0508  0.0074
Si  6.9311  6.7489  23.3094  0.0588  -0.216  -0.0395
Si  9.594  9.6674  23.3498  0.0574  -0.0549  0.2931
Si  6.99  12.4821  23.4156  -0.26  -0.0233  -0.0856
Si  9.7618  15.0964  23.4815  0.0603  -0.0821  -0.0142
Si  7.0179  17.9595  23.1246  0.2124  0.1169  -0.0994
Si  9.6892  20.6539  23.1546  0.0559  -0.1241  -0.0661
Si  6.9689  23.2386  23.0391  0.0553  -0.1402  0.153
Si  9.5972  25.838  23.2365  0.0043  -0.0546  0.1681
Si  6.9122  28.6213  23.1341  -0.0591  0.0212  0.0255
Si  9.5169  31.4685  23.1135  -0.1218  0.1047  -0.0637
Si  12.5031  1.2267  22.9983  0.0617  0.0163  -0.179
Si  15.2412  4.0343  23.2945  -0.1037  0.1711  -0.0369
Si  12.478  6.7211  23.1543  -0.1943  0.298  0.0866
Si  15.3053  9.4932  23.2662  0.0087  0.1602  0.0253
Si  12.5304  12.2763  23.3996  0.0621  -0.151  0.2016
Si  15.0151  15.1409  23.282  -0.2549  -0.1123  -0.0433
Si  12.3873  17.8059  23.4047  0.073  0.0508  0.0015
Si  15.1031  20.4712  23.3675  -0.0605  0.0106  0.2341
Si  12.2462  23.2048  23.1803  0.0963  -0.085  -0.0217
Si  14.8136  26.0779  23.4303  -0.2326  0.101  -0.164
Si  12.2527  28.7815  23.2488  0.1393  -0.0722  -0.0754
Si  15.1358  31.3129  23.3672  0.1363  -0.0367  0.1316
Si  0.1276  2.6303  24.7459  -0.0099  0.0525  0.221
Si  2.6122  32.4217  24.7091  -0.0328  0.071  0.2278
Si  0.2984  8.3579  24.8757  -0.2084  -0.1378  0.334
Si  2.7153  5.4233  24.7628  0.3924  -0.0822  0.1775
Si  0.1229  13.8672  24.5144  -0.0455  0.1415  -0.1723
Si  3.0237  11.1811  24.6937  0.1122  0.0019  0.2513
Si  0.23  19.0702  24.6419  -0.1491  0.2344  0.109
Si  3.0532  16.6652  24.4533  0.1423  0.0804  0.1951
Si  16.2134  24.7118  24.7182  0.0622  0.0884  0.2839
Si  2.3641  21.9648  24.8024  0.1404  0.0233  0.2956
Si  0.0699  29.9006  24.8732  -0.0235  0.0589  0.1563
Si  2.8054  27.222  24.8074  -0.1442  0.0938  0.3345
Si  5.1808  2.5866  24.7067  -0.012  -0.2142  0.1775
Si  8.1825  32.7032  24.6423  -0.1471  -0.1428  0.077
Si  5.8193  8.3106  24.6522  -0.2529  0.099  0.0036
Si  8.0305  5.0999  24.672  0.0775  0.133  -0.2577
Si  5.578  13.9273  24.7021  0.0314  0.0057  0.2727
Si  8.4934  11.2043  24.73  -0.0983  0.0939  0.1845
Si  5.8945  19.4609  24.568  -0.234  -0.0466  0.0151
Si  8.3009  16.6455  24.625  -0.0896  0.0014  0.0597
Si  5.4604  24.5163  24.2257  -0.1408  -0.0249  -0.0106
Si  8.5736  22.2627  24.5057  0.0877  0.3299  -0.3442
Si  5.6713  29.9143  24.6646  0.0214  0.0819  0.1777
Si  8.1802  27.1792  24.5375  -0.0288  0.057  -0.0349
Si  11.0844  2.5604  24.1896  0.0647  -0.0547  0.0163
Si  13.6961  32.714  24.5797  -0.1103  0.0775  0.1969
Si  11.4707  7.8195  24.9688  0.2732  -0.1355  -0.096
Si  13.6953  5.3155  24.5672  0.233  -0.5253  0.1015
Si  11.2232  13.6143  24.8581  -0.2304  0.2426  0.1237
Si  13.9551  10.7723  24.6656  -0.009  -0.0669  -0.5032
Si  11.0184  19.3289  24.6092  -0.3396  0.1648  0.2152
Si  13.6528  16.4149  24.8788  0.2127  0.0596  0.3413
Si  10.4569  24.0002  24.5484  -0.0783  -0.095  -0.0087
Si  13.6537  21.931  24.6217  -0.0915  0.2404  0.3601
Si  10.8462  30.1578  24.4798  0.0335  0.0869  0.1718
Si  13.3171  27.4837  24.875  0.1026  0.0102  0.2588
Si  1.26  4.2055  26.1916  -0.2447  -0.0762  -0.1417
Si  3.8466  1.0049  26.042  0.0392  -0.1744  -0.257
Si  1.6518  9.9595  26.121  0.6194  0.2554  0.0822
Si  4.586  5.9852  26.208  -0.3837  -0.0486  0.2404
Si  1.6  15.2642  25.6015  0.3681  0.2506  0.28
Si  3.836  13.0624  26.0638  -0.2443  0.3324  -0.3488
Si  0.9941  20.5061  26.4466  0.0884  -0.4492  -0.3744
Si  4.7498  17.7842  25.7667  0.0227  -0.0491  0.2798
Si  0.4489  26.1195  26.5321  0.2311  -0.1083  -0.44
Si  4.0387  23.3514  25.6714  0.0119  0.0793  0.2766
Si  1.604  30.9745  26.4601  -0.0518  0.0874  -0.4226
Si  4.8797  27.9485  25.6952  -0.4095  0.5187  0.0154
Si  6.1997  4.174  26.0745  0.0622  -0.3261  0.2328
Si  9.8554  1.208  25.578  0.4194  0.1619  0.434
Si  7.0775  9.8313  25.9037  0.2101  -0.0298  0.0514
Si  9.5534  5.7807  26.2455  -0.1164  -0.1441  -0.2154
Si  6.8102  15.5339  25.9674  -0.215  -0.1249  -0.022
Si  10.009  12.2268  26.3406  0.0975  -0.1269  -0.1561
Si  7.5429  20.6798  25.9714  -0.0849  -0.0595  0.3962
Si  9.3247  19.0874  26.2782  0.1044  -0.148  -0.1913
Si  6.3372  26.1333  25.6075  0.3903  -0.3817  0.3076
Si  11.811  24.6223  26.4572  -0.1636  0.4102  0.1116
Si  7.3326  30.9849  26.1238  0.1204  -0.2135  -0.0954
Si  9.4546  28.7536  25.7138  -0.2072  0.0921  0.4508
Si  12.576  3.5838  25.6744  -0.0746  -0.0085  -0.0148
Si  14.8733  1.4487  25.9369  -0.031  0.1641  0.1287
Si  13.1151  9.1105  26.1062  0.2281  -0.2153  0.135
Si  15.009  7.5509  26.4082  -0.036  0.5324  -0.1613
Si  12.0249  15.2025  26.432  0.2282  -0.3058  -0.3109
Si  15.4935  11.728  26.1529  -0.2006  0.5266  0.5143
Si  12.1424  20.7981  26.0091  0.6054  -0.0067  -0.5868
Si  15.6656  17.3495  25.9058  0.0687  -0.274  -0.0475
Si  11.7433  26.9675  26.8393  -0.1723  -0.237  -0.101
Si  14.6153  23.5974  26.0163  0.1698  -0.4093  -0.4901
Si  11.9258  31.7683  25.8578  -0.0783  0.1716  0.3409
Si  14.9268  28.6257  26.1637  0.0743  0.0659  -0.1098
Si  2.6938  2.5192  28.34  -0.1071  -0.0218  0.2092
Si  3.2232  6.7137  28.871  0.0582  -0.0072  0.3029
Si  0.1462  5.5171  31.5617  0.0845  0.0209  0.4896
Si  3.2911  5.7346  31.7702  0.056  0.0581  0.1354
Si  2.8502  14.5511  30.4703  0.1279  0.0352  0.0923
Si  3.5194  19.5822  28.1728  0.0469  -0.1845  -0.022
Si  16.1638  24.9336  31.5008  0.015  0.1723  0.1873
Si  1.8092  24.4005  33.86  0.0117  0.1733  -0.0421
Si  3.4698  30.3101  28.9944  -0.1056  -0.0571  0.2637
Si  5.8335  3.6455  31.8411  -0.1576  0.1289  0.2671
Si  9.5806  9.2841  30.4038  -0.0725  -0.1002  0.3398
Si  5.7267  2.6691  28.911  0.0402  0.1089  0.189
Si  8.3401  7.9916  28.151  -0.0152  0.0485  0.2114
Si  5.5451  11.5018  27.8498  0.0101  -0.0216  0.1106
Si  13.2833  14.2555  31.8173  -0.0188  -0.0906  0.151
Si  8.2565  14.6734  30.8119  -0.1833  -0.1268  0.1714
Si  5.5126  21.8808  27.8468  -0.182  0.1951  0.0287
Si  9.256  23.3107  32.7001  -0.0137  0.1702  0.0143
Si  4.9719  27.6266  28.8496  -0.0242  0.0028  0.2575
Si  9.7605  24.6842  29.8469  -0.2799  0.308  0.1753
Si  9.9532  2.3507  29.8662  0.1574  -0.2834  0.2617
Si  15.8589  32.5264  28.3595  0.1742  0.0789  0.0141
Si  10.116  3.7848  27.2533  0.2214  -0.274  0.0674
Si  0.2799  6.0809  28.3554  0.088  -0.1817  0.3648
Si  12.2667  10.5018  27.7729  -0.2411  -0.1223  -0.0363
Si  14.8421  11.506  28.3261  -0.3745  -0.0678  0.5758
Si  13.2288  18.3418  29.7947  0.0545  -0.0493  0.3453
Si  16.059  14.717  32.7108  0.0814  0.1228  0.1988
Si  12.6576  26.0997  29.5664  -0.0191  0.0583  0.3088
Si  15.4215  24.5325  28.719  -0.0687  0.092  0.3054
Si  9.2961  32.388  30.2798  0.1014  -0.0733  0.0321
Si  13.4986  30.4955  28.324  -0.2452  0.0266  0.0677
Si  5.6682  32.4482  28.0968  -0.1281  0.0962  0.1709
Si  3.7941  7.5428  34.0116  -0.0892  0.0688  0.0476
Si  4.5952  10.1248  35.6481  -0.0511  -0.0082  -0.2962
Si  7.694  11.6608  30.0709  -0.0648  -0.1302  0.3479
Si  2.0692  16.4339  32.7173  -0.1276  -0.0503  0.0215
Si  7.5853  26.98  30.5323  0.0818  0.0309  0.1566
Si  0.0938  27.812  31.8626  -0.0235  0.1019  0.1766
Si  1.15  27.2297  34.6461  0.0663  -0.0495  -0.1315
Si  8.7799  29.8498  31.2933  0.023  0.0083  -0.0665
Si  9.2435  7.6927  34.4735  0.0537  -0.155  -0.3805
Si  8.7405  4.3729  31.7796  0.0144  0.1649  0.1677
Si  0.5903  11.9365  32.8989  0.1052  -0.0326  0.0055
Si  9.2565  14.7836  27.8894  -0.025  0.1119  0.1204
Si  11.3182  5.5949  33.2657  0.0312  -0.1625  -0.2703
Si  6.0823  15.5998  34.6829  -0.0135  -0.1878  -0.2485
Si  5.3527  20.5719  34.9939  -0.1863  -0.0812  -0.2612
Si  8.3304  20.7331  33.8348  -0.1096  0.0003  0.0001
Si  10.3867  19.7483  29.2507  -0.0668  -0.1144  0.2663
Si  6.9312  25.1947  33.0539  0.0916  0.0894  -0.043
Si  8.3142  32.2735  33.067  0.0077  -0.0158  -0.0802
Si  12.3239  1.6971  31.578  -0.0138  0.0608  0.0339
Si  0.4729  1.6648  30.4245  -0.1375  0.0502  0.3993
Si  7.6745  7.0315  30.7296  -0.0005  -0.0397  0.0933
Si  3.316  9.7498  28.9474  0.0653  -0.0845  0.1597
Si  3.324  11.7124  31.3348  0.0651  0.0747  0.077
Si  16.3485  14.0871  29.5765  0.2808  0.2562  0.183
Si  12.2751  17.9516  32.6293  -0.0635  0.0138  0.0923
Si  14.7015  19.6491  27.7288  -0.0128  0.0346  0.1062
Si  10.6797  22.5232  28.0643  0.0334  0.0654  0.4404
Si  5.0414  24.8087  27.9799  0.0199  0.2431  0.1497
Si  16.1333  31.6311  33.5541  -0.0603  0.1008  0.0956
Si  1.6628  30.3507  31.5098  0.0103  -0.1005  0.1232
Si  9.5028  0.5696  38.3983  0.0055  0.0524  -0.0271
Si  5.5221  0.8693  33.4176  0.0195  -0.0241  -0.0662
Si  14.6277  3.582  31.2014  -0.1163  -0.0257  0.2912
Si  0.4375  4.1247  37.414  0.0509  -0.1264  -0.3217
Si  4.3002  13.2545  35.8608  0.1196  -0.0203  -0.384
Si  3.6901  17.3825  30.4668  0.0725  -0.2413  0.0557
Si  10.9502  9.6791  33.0597  0.027  0.0674  -0.085
Si  4.6401  23.5062  33.9646  0.036  0.1585  0.0728
Si  2.873  18.3229  35.1295  -0.208  0.0042  -0.23
Si  0.564  29.6819  35.9757  0.0117  -0.1251  -0.343
Si  0.8845  23.8413  36.7046  -0.0092  -0.0995  -0.2446
Si  2.8948  2.8437  38.2973  -0.1084  0.0141  -0.2455
Si  13.1202  31.9805  32.8536  -0.0437  0.0448  -0.0588
Si  6.4427  7.5349  33.2085  0.0885  -0.0119  0.013
Si  10.9074  0.7034  33.9897  -0.0461  -0.059  -0.0681
Si  6.0741  10.6758  32.5262  0.0458  0.062  -0.0599
Si  10.6113  5.1494  37.6831  0.1319  -0.3637  -0.3081
Si  4.873  17.2876  37.1303  -0.1409  -0.1387  -0.4328
Si  13.7948  15.4553  28.9127  0.1694  0.0763  0.4028
Si  10.3922  23.2659  37.5966  -0.0576  -0.0432  -0.1525
Si  3.558  31.4768  33.573  0.0521  -0.0514  -0.06
Si  10.6909  26.2048  37.5007  -0.144  -0.097  -0.3498
Si  11.2806  2.2986  36.5292  0.092  0.0768  -0.1822
Si  7.3225  11.1811  35.2346  -0.0424  -0.1699  -0.3141
Si  13.8255  6.3935  31.2928  -0.029  -0.2136  0.2682
Si  12.4381  13.4346  36.3264  0.1013  -0.1495  -0.3833
Si  15.3481  10.5251  34.6434  0.0696  -0.0256  -0.1534
Si  11.8414  15.3469  33.9982  -0.0634  -0.0509  -0.0715
Si  16.2174  19.3713  35.823  -0.0277  -0.2572  -0.2584
Si  7.0548  31.6415  38.1608  -0.1561  -0.083  -0.0541
Si  11.6071  30.5039  30.7928  -0.3322  0.1368  0.1544
Si  10.8839  21.9761  34.8459  0.0463  -0.2534  -0.2082
Si  2.8392  5.4035  35.75  -0.1035  -0.0217  -0.1321
Si  3  10.4915  38.238  0.061  0.0033  -0.1419
Si  4.1786  5.8292  38.3018  -0.0434  0.0618  -0.3862
Si  1.7598  13.111  37.2964  -0.1942  0.0791  -0.2866
Si  6.4815  12.6563  37.7656  -0.0081  -0.1455  -0.2007
Si  0.9357  21.23  38.1541  0.1336  -0.1066  -0.1093
Si  6.4646  16.7701  31.7336  -0.1283  -0.08  0.0124
Si  12.7619  26.3431  35.2761  0.0365  0.1661  -0.127
Si  5.7222  25.6885  35.6638  -0.0233  0.0245  -0.1235
Si  1.9521  31.4201  38.2094  0.1609  0.013  0.0433
Si  4.4623  30.8733  36.646  -0.1253  -0.1391  -0.2028
Si  3.4661  2.4563  35.2784  0.0081  0.0366  -0.1221
Si  14.0196  3.3746  37.2093  -0.0496  -0.0967  -0.4549
Si  13.165  8.6567  34.9933  0.1592  -0.12  -0.2203
Si  9.3172  7.6182  37.587  -0.1528  0.0036  -0.5685
Si  14.3145  11.4025  32.1017  0.062  -0.0212  0.1962
Si  12.0284  9.2827  37.8546  0.0583  0.053  -0.3828
Si  6.113  20.1408  37.9768  0.0346  0.1578  -0.026
Si  9.0077  14.7472  33.8911  -0.0003  -0.0296  0.0401
Si  8.035  24.999  37.693  -0.0295  0.1451  -0.2213
Si  9.2307  18.5327  31.8264  0.0436  -0.0759  0.0236
Si  4.4468  27.7584  37.5583  0.2956  0.0086  -0.1809
Si  15.098  27.4665  36.3077  -0.0277  0.1754  -0.3843
Si  12.725  5.6779  35.6989  0.0765  -0.168  -0.3253
Si  1.4002  1.0395  33.4871  -0.0582  0.1062  -0.0086
Si  15.3413  12.1952  37.2241  0.0104  0.2775  -0.2438
Si  12.3692  15.6709  38.2872  0.0842  -0.1406  -0.143
Si  10.1479  11.9258  34.7857  0.0737  0.064  -0.1742
Si  13.3157  19.8853  34.7973  0.126  0.0073  -0.0202
Si  13.872  18.1722  37.222  0.2071  0.0978  -0.261
Si  13.8193  26.5642  32.3308  0.1136  0.0063  0.2201
Si  14.4441  24.8365  37.2588  0.072  0.1817  -0.5522
Si  13.631  9.2946  30.0074  -0.1629  0.0248  0.2587
Si  1.7479  26.2888  38.4217  0.13  -0.1156  -0.0207
O  15.2455  1.1959  39.6653  -0.0624  0.249  0.3263
O  1.0313  32.5955  38.9033  -0.2122  0.2489  0.1173
O  3.4692  4.3747  38.4198  0.1195  -0.0582  0.2995
O  1.368  4.9092  36.2984  -0.1845  -0.195  0.0717
O  15.0012  6.9945  39.6909  0.0946  0.1044  0.3104
O  0.0045  5.2068  38.5544  -0.0554  0.2412  0.2722
O  3.567  6.9339  39.3211  0.2004  -0.1349  0.0453
O  2.2099  9.264  38.9933  0.0627  -0.0331  0.3075
O  0.1479  13.312  37.0103  0.2031  -0.1745  0.1724
O  4.0219  9.8216  37.1439  -0.0895  -0.3263  0.3054
O  3.823  11.385  39.3559  0.3075  -0.1294  0.2544
O  2.2632  13.8765  38.6322  0.1501  0.156  0.1881
O  0.7917  15.5181  39.8895  -0.0421  -0.2099  0.2643
O  15.2148  17.5133  39.9596  -0.4025  0.0169  0.0615
O  3.5142  18.1291  39.7209  0.1839  -0.3836  -0.1322
O  1.9824  20.2359  38.967  -0.0653  -0.29  0.2295
O  16.117  21.6116  39.1433  -0.0517  0.1962  -0.1813
O  16.3389  25.5609  1.6722  -0.7583  0.1027  0.302
O  1.2866  18.8779  35.1746  -0.0348  0.3297  -0.0737
O  2.1053  25.2388  39.5934  -0.1183  -0.0262  0.0063
O  15.6603  23.8278  36.8513  -0.2687  -0.2611  0.0807
O  0.5819  27.3123  38.9444  0.0116  -0.1767  0.0086
O  2.2058  30.3337  39.3712  0.066  0.2629  0.0364
O  4.0259  28.7797  0.0093  -0.1737  -0.0761  0.0381
O  4.9779  4.6074  0.4568  0.0041  0.51  -0.0838
O  6.0078  31.3568  36.9235  0.2432  0.0405  0.1721
O  8.9351  1.7541  39.3695  0.2169  0.0381  0.1141
O  7.2571  3.8264  39.5981  0.0813  0.4739  0.3998
O  3.8006  6.2469  36.7795  0.124  0.0052  0.159
O  5.7873  5.7367  38.5618  0.112  0.2361  -0.1262
O  8.3031  8.1269  38.7687  -0.0446  0.0221  0.425
O  10.7785  8.2449  38.0127  -0.1448  -0.3596  0.2674
O  6.3041  11.2552  38.6344  -0.0011  -0.0377  0.1266
O  7.4205  13.6693  38.656  0.2222  -0.1234  0.2585
O  9.4905  12.2048  39.5535  -0.0896  0.1076  0.1024
O  6.8797  11.5436  33.6745  0.0734  0.1023  0.0618
O  4.8738  16.3108  38.4507  -0.1064  -0.1228  0.2738
O  8.9534  10.946  35.3643  0.0233  -0.2695  -0.0954
O  9.2829  18.0293  39.6122  0.3318  -0.296  0.42
O  7.6258  19.8924  38.6065  -0.0496  -0.2065  0.3069
O  6.7347  25.0929  36.7632  0.2643  0.0534  0.1877
O  5.3921  21.1094  39.0781  -0.0981  -0.2097  0.1148
O  7.5317  25.0982  39.2417  -0.1597  0.1133  0.4028
O  8.7757  23.5549  37.4308  0.1769  -0.3018  0.0823
O  3.4007  31.7994  37.5151  0.0454  0.2228  0.1618
O  4.938  26.983  36.2131  -0.0185  0.0575  -0.0284
O  5.4895  27.3886  38.7828  -0.1303  -0.1716  0.3644
O  4.3678  29.3343  37.1695  -0.2292  -0.2459  0.2974
O  10.3442  32.2322  39.1837  -0.2001  -0.2568  0.0661
O  13.6408  7.6813  30.2977  0.2281  0.3438  -0.1669
O  12.9219  2.3651  36.5185  -0.179  -0.0859  -0.0519
O  13.7501  3.2147  38.8117  0.0422  0.2698  0.1737
O  12.5744  7.6519  0.2898  0.2821  0.1288  -0.0886
O  11.1402  5.1126  39.219  -0.2229  0.0808  0.1245
O  1.9838  11.4929  37.4752  -0.1567  -0.2759  -0.0016
O  11.5374  10.6392  38.6736  -0.1729  0.3301  0.3834
O  13.4524  8.7969  38.4907  0.0964  0.2269  -0.0882
O  14.7473  13.043  40.0012  0.2819  -0.415  0.2838
O  13.0873  15.1395  39.65  -0.1278  -0.1416  0.0381
O  11.0541  16.5196  38.699  -0.1331  0.1916  -0.1603
O  11.8135  14.3653  37.4975  -0.3778  -0.0475  0.3763
O  13.6735  19.0236  38.6255  -0.0995  0.0561  0.2377
O  12.9608  18.9236  36.0768  0.0111  -0.2647  0.2967
O  9.3355  23.3965  40.2052  -0.0593  -0.0325  0.1647
O  10.8174  22.0868  38.6612  0.1364  -0.0737  0.3181
O  13.4599  24.9937  35.9352  0.0803  -0.0788  0.138
O  13.7808  24.2804  38.631  -0.0632  -0.094  0.5651
O  7.7407  30.3074  38.8287  0.2435  -0.1835  0.2692
O  9.5158  28.7215  39.8261  -0.0015  -0.1112  0.1536
O  14.866  29.0793  39.6468  0.191  -0.4994  0.1483
O  12.6491  31.065  39.7814  -0.2386  -0.175  0.5452
O  0.1357  4.9068  27.2118  0.1638  -0.2418  -0.3864
O  3.3143  5.7511  30.1611  0.1349  0.0271  -0.4201
O  2.848  1.193  27.3958  -0.0276  0.0172  -0.4152
O  2.3945  3.7066  27.2781  0.1142  -0.1083  -0.1499
O  2.32  9.7606  27.6553  -0.4502  0.0448  -0.592
O  3.5681  7.2518  32.3952  0.2813  0.1473  0.0205
O  4.9998  7.5542  25.9009  0.1258  -0.0548  -0.1984
O  4.2631  6.0618  27.8213  0.2205  -0.3697  -0.261
O  2.6336  14.197  26.4249  0.1585  -0.4475  -0.0033
O  0.5066  16.2954  26.4019  -0.25  -0.1551  -0.1421
O  6.8804  11.9227  28.6827  0.0472  -0.0623  -0.1666
O  4.4946  12.7216  27.5557  0.064  -0.1071  0.0262
O  2.0491  20.1128  27.6652  -0.0993  0.2792  0.0705
O  15.9166  20.6695  27.2608  0.1183  0.2026  0.0572
O  5.6452  16.5961  26.55  -0.0068  0.3329  -0.6394
O  4.1057  18.7087  26.9485  -0.227  0.3016  0.0129
O  4.0387  28.8276  29.5338  -0.2343  0.059  0.0151
O  3.8141  24.4276  26.9494  -0.0661  -0.3765  -0.4236
O  6.5297  26.1467  34.3161  -0.115  0.1356  0.1358
O  4.9403  22.1231  26.3358  0.2589  -0.0295  0.0464
O  4.6631  31.4459  28.9302  0.19  0.1531  0.0372
O  2.7223  30.2674  27.5062  -0.0353  0.0059  -0.2816
O  5.5512  2.1143  32.3674  0.013  -0.1475  0.0533
O  4.9731  28.1917  27.3333  -0.0621  -0.1211  -0.0378
O  8.5234  8.3409  31.2508  0.1683  -0.0013  -0.1087
O  10.4969  6.7123  34.1337  0.026  0.3815  0.4368
O  9.398  2.4362  26.6037  -0.337  0.2326  0.049
O  10.8904  0.1695  26.4013  -0.0299  -0.1885  -0.5391
O  7.6979  9.2274  27.3238  -0.1202  0.1546  -0.1357
O  5.9389  10.9573  26.3633  0.011  -0.1635  -0.0724
O  11.0084  6.4615  25.8225  -0.1772  0.3134  0.3625
O  8.6783  6.8038  27.1385  0.0318  0.3195  0.0673
O  6.8068  15.4512  30.8117  0.1322  0.0703  -0.1657
O  8.9086  14.994  32.2798  -0.0311  -0.0551  -0.1132
O  10.8329  11.0234  27.1567  0.1203  0.0072  0.0038
O  9.48  13.1819  27.5917  -0.1145  -0.0163  0.1598
O  6.9704  21.1967  27.5134  0.451  -0.3888  -0.1769
O  8.8293  17.5478  25.9507  -0.3276  -0.0889  -0.1966
O  9.8108  19.1365  27.8617  0.0412  0.2359  -0.1689
O  6.3486  25.427  27.1669  -0.0445  0.3935  -0.1781
O  1.9848  26.5878  26.1634  0.2276  0.3351  -0.107
O  11.9588  23.5091  27.7286  0.0247  0.3103  -0.4779
O  9.5437  23.658  28.5442  0.142  -0.3394  -0.3225
O  8.4437  29.7972  26.5495  -0.0066  0.2622  -0.5905
O  6.9802  31.5917  27.6342  0.275  -0.2101  -0.2228
O  8.4291  24.5866  33.3291  0.2937  -0.1059  0.008
O  10.356  27.8969  26.8319  0.3224  -0.0901  0.0689
O  9.8549  3.5871  28.8347  -0.2737  0.2339  -0.0388
O  13.7582  2.6069  26.2699  -0.0397  0.2819  -0.1671
O  15.3414  0.9775  27.4569  0.1423  -0.1461  -0.2978
O  0.5224  31.7311  27.4215  -0.1559  0.3222  0.3492
O  14.4011  6.1567  25.8146  -0.077  -0.2228  -0.2039
O  10.121  8.7341  24.678  0.2002  0.1803  -0.4444
O  0.2105  5.578  29.9128  -0.0102  0.0968  -0.5371
O  15.5514  7.1972  27.9509  -0.221  -0.0081  -0.2065
O  13.0772  14.7448  27.633  -0.1678  -0.026  -0.2727
O  0.2122  13.4124  33.5503  -0.0115  -0.0338  0.1899
O  0.659  11.2641  26.3286  -0.1925  -0.0297  0.0079
O  15.5835  13.3673  25.8375  0.0035  -0.4406  -0.1096
O  13.2547  20.1151  27.0695  -0.3374  0.0045  0.1682
O  10.7546  21.5598  26.6911  0.3729  -0.1081  -0.1115
O  13.2899  17.8373  31.3466  0.1713  0.0425  -0.1856
O  15.4263  15.2304  28.8401  0.0021  -0.0341  -0.0715
O  10.6637  21.3766  29.2356  0.08  0.0176  -0.2314
O  13.4077  24.7605  25.9654  -0.1417  -0.2402  -0.1171
O  15.0331  23.3715  27.6285  -0.1331  -0.4442  -0.5213
O  0.335  26.4154  31.0485  0.1542  -0.0697  -0.0323
O  12.6226  30.0039  29.6231  0.5511  -0.0654  -0.1856
O  12.4259  31.1391  27.2896  -0.0868  -0.0211  -0.2486
O  15.9298  27.4529  26.7421  -0.1243  0.0096  0.0556
O  14.3051  29.3075  27.5527  -0.0004  -0.2176  -0.4555
O  0.7621  29.0426  31.0248  0.0659  0.0586  0.0957
O  5.071  0.0662  26.6348  -0.1326  0.176  -0.2827
O  1.7535  6.7435  28.1722  0.0447  0.1428  -0.0948
O  2.0569  2.2059  34.4311  -0.059  -0.2663  -0.1485
O  1.5623  2.4437  29.4945  0.028  0.2181  -0.3024
O  4.8109  10.2989  28.6344  -0.0029  0.2103  -0.1183
O  3.5457  8.2099  29.3983  0.0341  0.0794  -0.1615
O  4.5345  11.168  32.2832  -0.064  0.2231  0.1489
O  6.7522  10.8233  31.079  -0.0425  0.1524  -0.3579
O  3.3773  18.5844  29.4384  -0.0551  0.1351  -0.0426
O  4.4998  20.8287  28.6053  0.2807  -0.0389  0.1934
O  5.8308  23.9789  32.9427  -0.1291  -0.2053  -0.1172
O  5.5181  23.3479  28.6393  0.1712  0.0517  -0.1576
O  16.0739  26.7521  35.1776  -0.2265  0.2388  -0.0021
O  1.0035  27.9073  33.1938  0.2586  0.0214  0.0419
O  2.3878  30.8281  30.1222  0.085  -0.1162  -0.0501
O  4.1126  2.8309  29.0254  -0.176  -0.1067  0.1753
O  6.0354  1.0334  28.9133  0.2072  -0.0499  -0.0177
O  9.0595  2.9404  31.0932  -0.1074  -0.1418  -0.0202
O  10.1287  4.6737  32.6322  0.0375  -0.1777  0.0839
O  9.6981  8.4485  28.9802  0.0079  0.1384  -0.2322
O  4.4717  4.5946  32.157  -0.0626  -0.0283  -0.1106
O  7.2319  7.3774  29.1992  0.1136  -0.2169  -0.0756
O  6.3793  3.4142  27.601  0.3276  0.2223  -0.2234
O  3.8125  9.0901  34.6018  0.1814  0.1255  -0.1092
O  8.0375  13.0759  30.7511  0.0242  -0.002  -0.1709
O  10.2876  15.6004  34.4539  -0.0106  -0.0253  0.0201
O  10.5526  15.5664  27.2062  0.3297  0.235  -0.2732
O  7.7841  15.1236  27.2521  -0.2054  0.1677  0.2653
O  5.2101  17.5896  31.0672  0.0408  0.0101  -0.2036
O  4.7559  21.9388  34.3471  0.1524  0.0047  -0.1553
O  11.3003  25.2107  29.8023  0.0068  -0.2985  -0.1833
O  8.7348  25.9914  29.8542  -0.0553  -0.2626  0.037
O  9.4742  21.0952  34.9844  0.0577  -0.2151  0.3272
O  6.8802  26.0877  31.7002  -0.0676  -0.2174  0.0175
O  8.6401  0.1965  31.6489  -0.1989  -0.0852  -0.1893
O  8.1127  28.3779  31.2028  -0.0199  -0.1128  0.2667
O  14.6124  31.5837  28.794  -0.0946  -0.0568  0.0922
O  12.4216  30.6757  32.1867  -0.0354  -0.072  0.0321
O  15.4179  2.4451  30.3266  0.0453  -0.0385  -0.4162
O  0.1889  0.2207  29.7306  -0.2015  -0.274  -0.2777
O  10.8429  9.4948  31.4324  0.0495  0.0117  -0.1315
O  11.7488  3.8633  27.0672  -0.0725  -0.0225  0.1651
O  1.6792  5.479  32.1539  -0.0034  0.1376  -0.1256
O  15.3467  6.615  31.9885  0.0651  0.188  -0.1509
O  12.2392  9.5877  29.1579  -0.0992  0.2607  -0.1079
O  15.7407  12.6375  29.1415  -0.3743  -0.477  -0.3009
O  1.5783  14.2511  29.4423  -0.1253  0.0637  -0.0184
O  13.1927  11.8162  28.1873  0.0793  0.072  0.1849
O  13.3615  17.0191  28.8561  -0.1478  0.1426  -0.1641
O  16.2067  14.3235  31.1617  0.0777  0.0136  -0.3794
O  3.7013  13.1481  30.6088  -0.0678  -0.0584  0.053
O  12.5326  16.7956  33.7482  0.3456  -0.0392  0.0072
O  9.3286  19.3953  30.4431  -0.1586  0.2879  -0.034
O  14.0247  25.3159  29.1173  0.0309  -0.2713  -0.0153
O  16.0433  24.0041  30.1585  0.0894  -0.1883  -0.317
O  12.3583  27.1819  28.3752  0.2084  0.4057  -0.3822
O  10.8786  31.9334  30.401  -0.0827  0.0578  -0.2739
O  8.2614  22.005  32.7933  0.0449  0.0167  0.1222
O  0.5189  31.3513  32.14  -0.0282  -0.1113  -0.0915
O  14.5421  31.4713  33.3889  -0.1283  0.1358  0.2094
O  6.2093  3.4724  30.2524  0.318  0.1881  -0.3048
O  4.7564  32.3292  32.8388  0.0999  0.058  -0.2242
O  5.3175  6.9634  34.2408  -0.0578  0.1799  0.0748
O  6.161  9.1226  32.9837  -0.1783  -0.1949  0.0951
O  9.0516  10.7686  29.9596  0.1392  -0.0988  -0.1126
O  7.1365  12.4016  36.2955  0.0905  0.2787  0.1211
O  5.0515  14.3126  34.838  -0.1723  0.0625  0.0099
O  9.18  15.0965  29.5173  0.1323  0.1412  -0.3877
O  2.576  14.9978  32.0592  -0.1761  -0.2086  0.0396
O  2.4408  17.5208  31.5412  0.0644  -0.0547  0.0391
O  4.1084  19.4438  34.8156  0.0972  -0.1555  0.2563
O  0.7375  24.3061  32.6364  0.0734  0.0151  0.0157
O  6.4817  27.5333  29.4688  0.1741  0.4036  -0.2616
O  4.4724  26.0379  28.9463  -0.2345  -0.2109  -0.0451
O  14.6856  25.1732  32.182  0.0649  0.0275  -0.1116
O  1.6448  28.4663  35.6152  -0.1589  -0.0384  -0.0302
O  4.2133  0.9231  40.0821  -0.1619  0.2552  0.0991
O  8.4859  30.9509  30.0601  -0.1667  0.2437  -0.1048
O  9.5728  32.5729  34.0693  0.0077  -0.3256  0.1644
O  9.3124  0.9136  29.3212  -0.0395  0.0384  -0.2501
O  7.2553  4.1957  32.5259  0.034  0.0265  0.0116
O  6.38  6.8668  31.7072  0.1559  -0.0292  0.0034
O  10.5603  3.6654  37.0351  0.0165  0.2252  -0.1202
O  8.9965  8.0189  36.0452  -0.1394  0.3098  0.3407
O  11.5312  6.0562  36.7095  -0.1163  0.0302  0.0478
O  13.2462  14.8906  30.3344  -0.0901  -0.2531  -0.286
O  10.9298  11.2465  33.5118  0.0743  0.0735  -0.1283
O  13.4388  12.6542  31.5943  -0.1187  0.02  -0.3197
O  5.9147  16.3356  33.2244  -0.3103  0.2846  0.1514
O  7.8735  17.6125  31.7517  0.0657  -0.1408  -0.1933
O  11.7906  19.0341  29.5752  0.0211  0.1526  -0.2104
O  11.8608  14.5453  32.5606  0.1762  -0.2556  0.0481
O  12.7806  19.3018  33.3718  0.0523  0.1948  -0.0712
O  6.8064  20.2624  34.2554  0.1577  0.16  -0.0587
O  11.067  24.6973  38.0165  0.3057  -0.1343  0.2641
O  12.9015  26.8178  31.0115  -0.1374  0.2035  -0.2368
O  9.0008  19.4699  33.1057  0.0173  -0.0185  0.0842
O  7.0152  0.2334  33.7281  -0.0167  0.2209  0.2957
O  13.2333  0.3307  31.6797  0.1331  0.1226  -0.1797
O  12.2367  32.5507  34.1215  -0.1167  -0.0957  0.1113
O  13.3491  7.0608  35.1796  -0.1367  0.1536  -0.0783
O  11.0671  1.5199  32.5926  -0.0051  -0.0956  -0.1152
O  11.5589  2.0824  30.1869  -0.193  0.1868  -0.0407
O  12.4425  6.2332  32.2169  0.1275  -0.1234  0.0707
O  8.5789  5.6718  30.7825  -0.0855  0.0852  0.0115
O  9.596  9.0567  33.6914  -0.2298  0.1028  0.0255
O  15.8637  4.1278  32.1445  0.1843  -0.1518  -0.0764
O  2.7916  10.6363  30.2214  0.053  -0.0331  -0.2299
O  2.0875  11.985  32.3421  -0.0882  0.0667  -0.1102
O  14.8465  10.003  29.1123  0.4182  0.0572  -0.1054
O  3.6378  15.8494  29.8315  0.0895  -0.0056  -0.1697
O  2.8019  17.0759  34.037  0.2887  -0.136  0.1549
O  15.0055  19.9992  34.8272  0.0504  0.2689  0.0202
O  14.4354  14.8832  32.8291  0.0287  -0.18  -0.1056
O  15.2043  18.1735  27.2509  -0.0719  0.086  0.2363
O  14.3937  19.4273  29.3463  0.0335  0.0692  -0.2027
O  9.5796  23.7434  31.1671  -0.0242  -0.2779  -0.1861
O  2.1009  25.9326  34.3992  0.1656  0.0071  0.1548
O  0.2331  25.3791  27.9941  0.2549  -0.1016  0.0392
O  14.9082  27.8241  32.3444  -0.0158  -0.0309  -0.1895
O  0.1953  30.5039  34.625  -0.0688  -0.0256  0.0714
O  10.3836  29.4804  31.1628  0.149  -0.0502  -0.1743
O  16.3779  0.3985  34.0008  0.1419  0.0522  -0.0555
O  1.152  1.5249  31.9283  -0.0332  0.0252  -0.247
O  3.4206  2.1226  36.8899  -0.1031  -0.2208  0.4232
O  2.9042  30.2804  32.6397  -0.0298  -0.225  0.1383
O  2.4077  32.5966  33.7476  -0.2206  0.1465  0.0229
O  13.8525  12.8499  36.9286  -0.1468  0.2172  0.203
O  15.5955  3.2304  36.8045  0.1459  0.0384  0.1269
O  13.9639  4.9341  30.4951  -0.0363  -0.0528  -0.2079
O  1.274  2.9521  38.1508  0.0944  0.0055  0.1961
O  4.3201  11.7102  35.2568  0.0554  0.1004  -0.0356
O  6.2551  9.9715  35.6589  -0.092  -0.0134  0.336
O  0.4781  16.1071  33.0663  0.0688  -0.1501  0.0631
O  1.5756  22.6458  37.5983  0.0399  0.0873  0.2705
O  2.7172  13.6492  36.0631  0.0245  -0.0109  0.3257
O  7.6572  15.147  34.7141  0.1205  -0.1059  0.2248
O  3.1823  23.7526  33.283  -0.0368  -0.0303  -0.108
O  14.9509  26.3904  37.5373  -0.033  0.1208  0.035
O  4.709  24.4538  35.3001  -0.1003  0.0293  0.1974
O  0.2708  20.5237  36.8592  -0.0539  0.4121  0.131
O  3.3649  17.6301  36.5381  0.0176  -0.0137  0.2293
O  1.3654  25.3376  37.1462  0.0808  0.4061  0.1248
O  1.0869  30.766  37.0187  0.1537  0.2911  0.0543
O  1.2687  23.5559  35.1424  0.065  -0.2604  0.3702
O  2.9849  27.2226  37.9881  -0.2337  -0.2077  0.2164
O  3.654  4.0939  35.1627  0.2854  0.2551  0.1007
O  4.7037  1.5232  34.7045  -0.0476  -0.1124  0.1513
O  10.793  1.9141  35.0461  -0.1993  0.2104  0.1262
O  8.2399  32.654  37.6398  -0.035  -0.0457  -0.1441
O  7.8658  7.1052  33.8588  0.0093  -0.3051  -0.0533
O  2.6238  6.591  34.648  0.0797  -0.232  0.1399
O  10.6896  1.1331  37.4631  -0.1766  -0.1328  -0.0871
O  8.2945  30.6424  32.689  -0.1044  -0.2167  0.0197
O  12.284  8.9598  33.6502  0.1534  -0.1701  0.0234
O  5.0224  13.289  37.3447  0.1921  0.2953  0.3765
O  12.4187  9.4268  36.2445  -0.4505  0.3492  0.4888
O  9.2019  5.9617  37.6522  0.034  0.1214  0.357
O  5.5381  18.6431  37.7354  0.2304  -0.0075  0.1856
O  5.7717  16.6388  35.9104  0.0505  0.0182  0.3847
O  9.3441  13.198  34.194  -0.2255  -0.0277  -0.1522
O  0.4409  10.7181  33.9936  -0.1914  0.0673  0.0268
O  10.9866  22.915  36.1449  0.2462  0.2234  0.2558
O  5.831  20.8663  36.5362  -0.0099  0.1288  0.2171
O  6.2421  32.3042  39.3943  -0.1993  -0.2023  0.0567
O  4.0866  30.9476  35.0389  0.1477  0.1162  0.1023
O  11.3008  26.5074  35.9953  -0.4343  -0.0248  0.3202
O  11.2368  27.185  38.6942  0.1622  0.2189  0.4264
O  14.7363  9.0311  34.7114  -0.0819  -0.1667  0.0946
O  13.7751  4.8625  36.6023  -0.1616  0.285  0.1665
O  12.2029  4.7956  34.4079  0.2274  0.3015  0.1893
O  15.9054  11.5496  31.7275  -0.2845  -0.0416  -0.214
O  13.6949  10.0491  31.4613  -0.2722  -0.0058  0.0113
O  14.2619  11.3838  33.744  0.013  -0.2074  -0.0554
O  11.293  12.329  35.8965  -0.0754  0.0588  0.3971
O  15.6603  11.3344  38.584  0.0551  -0.211  0.4085
O  15.4596  11.021  36.1425  0.0886  -0.1136  0.3511
O  10.7075  17.8451  32.1165  -0.2037  -0.0358  0.0934
O  12.6878  14.4444  35.0605  0.1534  -0.0733  0.1984
O  13.373  16.6219  37.4076  0.0504  -0.1582  0.2624
O  15.4404  18.1729  36.6579  0.0014  0.0771  0.3687
O  13.6126  27.6839  35.6879  -0.0206  -0.0834  -0.017
O  9.0564  26.2448  37.3555  0.029  0.0588  -0.0751
O  13.3713  2.8939  31.9822  -0.0074  -0.1077  -0.0592
O  15.6661  28.9452  36.6443  -0.0986  0.0299  0.3247
O  12.8243  26.3545  33.6319  -0.1703  -0.2516  0.1437
O  10.6465  22.9325  33.5046  0.1343  -0.1097  -0.1269
O  4.0055  23.2798  39.7775  -0.0312  -0.1965  0.7151
O  12.3559  21.2296  34.8627  0.0433  0.2421  -0.1187
Si  16.3868  0.0371  5.5529  0.0366  0.036  -0.0125
Si  2.7138  2.7775  5.5307  0.0285  0.0289  0.0028
Si  16.3784  5.5503  5.4339  0.052  -0.0252  -0.055
Si  2.7279  8.2372  5.3365  -0.0287  0.0182  -0.062
Si  16.3706  10.9385  5.3972  -0.0556  -0.015  -0.0437
Si  2.7138  13.6729  5.4191  0.0244  0.0713  -0.0047
Si  16.321  16.4397  5.4915  -0.0251  -0.0764  0.0146
Si  2.6939  19.1217  5.5529  -0.0484  -0.0292  -0.0138
Si  16.2775  21.92  5.5754  0.1896  -0.0299  -0.0208
Si  2.7521  24.573  5.6788  -0.0337  -0.0361  -0.0359
Si  16.36  27.3245  5.564  0.0186  -0.0111  -0.096
Si  2.7475  30.0355  5.5949  0.0287  0.0181  -0.0548
Si  5.5015  32.7709  5.589  -0.0085  -0.0053  -0.0042
Si  8.2708  2.7085  5.5164  0.0223  0.0276  -0.0183
Si  5.4144  5.5051  5.4831  0.0098  -0.0423  0.0318
Si  8.1497  8.2354  5.4814  -0.0326  -0.0446  -0.0493
Si  5.4025  10.9635  5.3223  0.0204  -0.0276  -0.0816
Si  8.0726  13.7022  5.3625  -0.0317  -0.0739  -0.0742
Si  5.4182  16.4136  5.4477  -0.0006  0.0299  -0.0658
Si  8.1464  19.1038  5.4366  -0.0634  0.0262  -0.0534
Si  5.4369  21.8472  5.5297  0.0237  -0.0761  -0.0239
Si  8.2135  24.5748  5.5277  0.0215  0.0755  -0.0564
Si  5.463  27.3161  5.5851  -0.0655  -0.0006  -0.0883
Si  8.2365  30.0603  5.6096  0.0348  0.0225  -0.0221
Si  11.003  32.7874  5.5314  0.024  0.004  -0.0407
Si  13.7013  2.7476  5.5107  0.0436  0.028  -0.0623
Si  10.9586  5.4652  5.4493  -0.0106  -0.0038  -0.0354
Si  13.6568  8.2267  5.4163  -0.0109  0.0213  0.0086
Si  10.8425  11.0157  5.4248  0.026  -0.0301  -0.0569
Si  13.5582  13.6963  5.432  -0.0352  -0.0385  -0.0327
Si  10.7585  16.4375  5.429  -0.0284  -0.0654  -0.0072
Si  13.5472  19.1684  5.5578  0.1072  0.0152  -0.0317
Si  10.8313  21.8893  5.5026  0.035  -0.0324  -0.0228
Si  13.6364  24.5649  5.5457  -0.0981  0.0114  -0.0914
Si  10.9365  27.295  5.5695  -0.0937  -0.0387  -0.0065
Si  13.681  30.0427  5.5457  -0.0674  -0.0373  -0.0041
Si  1.3551  1.4093  6.9013  -0.0256  0.0148  -0.0052
Si  4.0886  4.1401  6.8781  -0.0117  -0.002  0.0256
Si  1.3753  6.8991  6.784  -0.0141  -0.0219  -0.0394
Si  4.077  9.5967  6.7488  -0.0376  0.002  -0.059
Si  1.3367  12.3035  6.7795  -0.0445  0.0414  -0.0112
Si  4.0763  15.0223  6.8108  -0.0008  -0.0242  0.0211
Si  1.3156  17.7504  6.8843  0.0351  -0.0006  0.0054
Si  4.0738  20.4842  6.9023  -0.0214  0.0342  -0.0097
Si  1.3099  23.2169  6.9459  -0.0246  0.0444  0.0486
Si  4.1228  25.962  6.9766  0.0504  -0.0391  0.0285
Si  1.3435  28.6842  6.9257  0.0178  0.0272  0.0096
Si  4.1138  31.4212  6.939  0.0181  -0.029  -0.0011
Si  6.8768  1.3745  6.9005  -0.0017  -0.0176  -0.0295
Si  9.6043  4.1195  6.8625  -0.0183  0  -0.0294
Si  6.7944  6.8655  6.8423  -0.0206  0.0597  0.0185
Si  9.5323  9.6115  6.813  -0.0077  -0.0004  0.0239
Si  6.762  12.3039  6.7539  0.0096  0.0372  -0.0325
Si  9.4507  15.0251  6.792  0.0157  0.0835  0.0043
Si  6.7966  17.7493  6.8311  0.0282  -0.0286  0.0043
Si  9.4975  20.4722  6.8425  0.0117  0.0462  -0.0082
Si  6.8285  23.2078  6.8834  0  0.0116  -0.0187
Si  9.5603  25.9372  6.9182  0.062  -0.0525  0.0237
Si  6.8357  28.6969  6.9339  -0.0219  0.0061  0
Si  9.6158  31.4517  6.9204  -0.0151  -0.0257  -0.01
Si  12.3393  1.3832  6.8862  -0.0027  -0.0179  -0.0029
Si  15.05  4.1619  6.8412  -0.0375  0.0048  -0.0203
Si  12.311  6.8574  6.8098  0.0073  -0.0442  0.0008
Si  15.03  9.5756  6.7958  0.0732  -0.0465  0.0233
Si  12.2313  12.3265  6.8201  -0.0189  0.0503  0.0278
Si  14.9598  15.0302  6.8143  0.0108  0.0424  0.0093
Si  12.1777  17.7466  6.8419  0.0242  0.0299  -0.0066
Si  14.9488  20.5055  6.9178  -0.0953  0.0646  0.0269
Si  12.2424  23.2103  6.8873  -0.0021  -0.0056  0.0061
Si  15.0019  25.9417  6.9094  0.0179  0.0254  0.0181
Si  12.2976  28.6905  6.9109  -0.0081  0.0484  -0.0154
Si  15.0333  31.445  6.9007  0.0077  0.0005  -0.0172
Si  16.397  2.7958  8.2402  0.0369  -0.0223  0.0101
Si  2.7355  0.0272  8.2509  0.0357  0.0243  0.0023
Si  0.0056  8.2348  8.1832  -0.0278  0.0079  0.027
Si  2.7158  5.5298  8.2033  0.0273  -0.0279  0.0176
Si  16.3674  13.6643  8.1626  -0.0106  -0.0096  0.0065
Si  2.7147  10.9447  8.154  0.001  -0.0203  0.0144
Si  16.3542  19.1251  8.241  0.0355  0.0109  -0.0257
Si  2.7104  16.3705  8.2072  -0.0664  -0.0323  0.0042
Si  16.3672  24.599  8.2919  0.0318  -0.0035  0.0054
Si  2.7021  21.8408  8.2699  -0.0192  -0.03  -0.0097
Si  16.4008  30.0854  8.271  0.0325  0.0034  -0.0105
Si  2.7233  27.332  8.2927  -0.0226  -0.0044  -0.0134
Si  5.4834  2.7676  8.227  0.0134  0.0155  -0.0009
Si  8.2372  0.0164  8.2712  -0.0137  0.0063  0.009
Si  5.4337  8.2534  8.1797  0.0434  -0.037  0.0196
Si  8.1997  5.4998  8.1952  0.0047  -0.0303  -0.0063
Si  5.4389  13.6566  8.1786  -0.0174  0.0093  0.025
Si  8.1513  10.9687  8.1649  0.0275  -0.0196  0.0015
Si  5.4516  19.105  8.2337  -0.0218  0.0073  -0.0107
Si  8.1447  16.3832  8.2105  -0.0173  -0.0208  0.0227
Si  5.4905  24.5716  8.2863  -0.0329  0.0237  -0.0045
Si  8.174  21.8332  8.2487  -0.0398  -0.0251  -0.0039
Si  5.4809  30.0685  8.2986  -0.0227  -0.001  0.0046
Si  8.2044  27.3206  8.2776  -0.0092  -0.0035  -0.0152
Si  10.9659  2.7612  8.24  -0.006  0.0063  0.0079
Si  13.6825  0.0176  8.266  -0.0216  -0.0149  -0.0013
Si  10.9263  8.2335  8.1673  0.0002  -0.0121  -0.0073
Si  13.6747  5.513  8.2101  0.0116  0.0112  0.019
Si  10.8619  13.6888  8.178  0.04  -0.0292  -0.0036
Si  13.6438  10.9475  8.1593  -0.0118  0.0039  -0.016
Si  10.8647  19.1228  8.2302  0.0094  -0.0201  -0.0084
Si  13.5948  16.3908  8.1905  0.0042  -0.0343  0.0001
Si  10.9171  24.5781  8.2804  -0.0302  0.0176  -0.0069
Si  13.5983  21.8611  8.2788  0.0515  0.0033  -0.0064
Si  10.9555  30.0719  8.2812  -0.008  -0.0024  0.0052
Si  13.655  27.324  8.2737  0.0037  -0.0037  -0.0042
Si  1.3724  4.158  9.5942  -0.0221  0.0018  0.0071
Si  4.1156  1.4012  9.5996  -0.0076  -0.0162  0.0051
Si  1.3713  9.5908  9.561  -0.0116  -0.0003  -0.004
Si  4.0953  6.8821  9.5729  -0.031  0.0239  0.0002
Si  1.3411  15.003  9.5624  0.0229  0.0216  0.0103
Si  4.0819  12.2915  9.5532  0.0008  0.0249  -0.0096
Si  1.3363  20.4671  9.6164  0.0154  0.0121  0.0121
Si  4.0814  17.7301  9.5858  0.0143  0.0143  -0.0136
Si  1.3513  25.9609  9.6376  -0.0026  0.0072  0.0117
Si  4.0899  23.2087  9.6188  0.0009  0.0133  0.0075
Si  1.371  31.4645  9.6185  -0.013  -0.007  0.0022
Si  4.0962  28.7065  9.6408  0.0125  0.0168  0.0099
Si  6.8503  4.139  9.5877  -0.0067  -0.0089  0.0107
Si  9.5964  1.4038  9.6174  -0.0084  -0.0006  0.0028
Si  6.8181  9.5946  9.5578  -0.0271  0.0217  0.002
Si  9.5733  6.868  9.5594  -0.0134  0.009  0.0034
Si  6.8012  15.0054  9.5767  0.0151  0.0187  -0.0031
Si  9.5323  12.3047  9.5581  -0.0159  0.0326  -0.0075
Si  6.8135  20.4661  9.612  -0.0001  0.0266  0.0001
Si  9.5238  17.735  9.5904  0.0052  0.0166  -0.0083
Si  6.841  25.9547  9.6408  0.0177  -0.0155  0.0128
Si  9.545  23.1997  9.6209  0.039  -0.0025  -0.0135
Si  6.8556  31.4581  9.6288  0.0107  -0.0153  0.0125
Si  9.5714  28.7053  9.6279  -0.0058  0.0102  0.0038
Si  12.3236  4.1431  9.5959  -0.0031  -0.0129  -0.0003
Si  15.0447  1.4106  9.6092  -0.0039  -0.0025  -0.0008
Si  12.2992  9.5819  9.552  0.0153  -0.0151  0.0035
Si  15.0509  6.8728  9.5745  0.0134  -0.0324  -0.007
Si  12.2557  15.0164  9.5672  -0.0056  0.0405  0.0109
Si  15.0193  12.2959  9.5475  0.0105  0.0145  0.0021
Si  12.2484  20.4656  9.6125  0.0093  0.0177  0.0011
Si  14.9879  17.7342  9.575  -0.0122  0.0334  -0.0011
Si  12.2857  25.9568  9.6324  -0.0053  0.0007  -0.0023
Si  14.9946  23.2181  9.6286  -0.0197  0.0206  -0.0003
Si  12.3149  31.4577  9.6307  -0.0002  -0.0012  0.0065
Si  15.0294  28.7083  9.6215  0.0011  -0.0036  -0.0102
Si  0.008  0.0385  10.973  0.0249  0.0074  0.0023
Si  2.7466  2.7808  10.9556  0.0224  0.0015  0.0017
Si  0.0073  5.5146  10.9664  -0.002  -0.0173  0.0091
Si  2.7379  8.2384  10.9544  0.0106  -0.0244  0.0057
Si  0.0011  10.9495  10.9353  -0.0043  -0.0133  0.0067
Si  2.7245  13.6527  10.9387  -0.0252  -0.0166  0.0082
Si  16.3845  16.3756  10.9344  -0.0003  -0.0191  -0.0017
Si  2.7237  19.0996  10.9594  -0.0235  -0.0091  0.0076
Si  16.3796  21.847  10.9709  0.0038  0.0031  0.0011
Si  2.7288  24.5868  10.977  -0.001  -0.0008  -0.0041
Si  16.396  27.344  10.9847  0.0189  0.0072  -0.0026
Si  2.7361  30.0946  10.9831  0.0108  -0.0016  -0.0007
Si  5.4817  0.0341  10.9729  0.003  0.0038  0.0011
Si  8.2188  2.7777  10.9669  -0.0015  -0.006  0.0052
Si  5.4762  5.5142  10.9433  0.0202  -0.0118  0.0037
Si  8.2042  8.2332  10.9309  0.0159  -0.0182  0.0001
Si  5.4612  10.9486  10.9435  0.014  -0.0195  0.0004
Si  8.1864  13.6598  10.9503  0.014  -0.0048  0.0069
Si  5.453  16.3724  10.9575  -0.0208  -0.0224  0.007
Si  8.1837  19.1028  10.9746  -0.0083  -0.0108  -0.0045
Si  5.4569  21.84  10.9774  -0.0213  -0.0243  -0.0026
Si  8.201  24.5805  10.9916  -0.0179  0.0186  -0.0046
Si  5.4683  27.3333  10.9875  -0.025  -0.0155  -0.0008
Si  8.214  30.085  10.9891  -0.0151  -0.0044  0.0021
Si  10.9519  0.0319  10.9867  -0.0103  -0.0094  0.0008
Si  13.6808  2.7772  10.976  -0.0062  -0.0101  0.0024
Si  10.9439  5.5109  10.9509  0.0038  -0.0159  0.0018
Si  13.6768  8.2324  10.9424  0.0014  0.0024  0.0082
Si  10.9289  10.9451  10.9239  0.0056  -0.0175  -0.0044
Si  13.6558  13.6583  10.9273  -0.0108  -0.0166  -0.0014
Si  10.9137  16.3824  10.9532  0.0204  0.0041  0.0009
Si  13.6438  19.1046  10.9564  0.0026  -0.006  -0.0009
Si  10.911  21.8396  10.9859  -0.0147  -0.0129  -0.0019
Si  13.6503  24.5928  10.993  0.0219  0.0071  -0.001
Si  10.9311  27.3365  10.9909  0.0016  -0.0018  -0.0046
Si  13.6769  30.0861  10.9865  0  0.0037  -0.0035
Si  1.3842  1.4072  12.3277  -0.0158  -0.0153  0.002
Si  4.1218  4.1422  12.3232  -0.0135  -0.0039  -0.0012
Si  1.3866  6.8683  12.3346  -0.0147  0.0041  0.0016
Si  4.1175  9.5846  12.3329  -0.0061  0.0138  0.0031
Si  1.376  12.2936  12.3266  0.0071  0.0187  -0.0005
Si  4.0964  15.005  12.326  0.0002  0.0277  -0.0049
Si  1.3595  17.7288  12.3167  0.0184  0.0272  0
Si  4.0923  20.4659  12.3303  0.0144  0.024  -0.0047
Si  1.356  23.2149  12.3247  0.0087  0.0073  0.0033
Si  4.0941  25.9615  12.3343  0.0094  0.0037  0.0078
Si  1.3674  28.7181  12.3333  -0.0029  0.0088  0.0095
Si  4.1125  31.4656  12.3335  0.0004  0.0009  0.0071
Si  6.8528  1.4055  12.3328  0.0052  0.0035  0.0007
Si  9.588  4.1429  12.3354  -0.0059  -0.0034  0.0026
Si  6.8544  6.8667  12.3204  -0.0064  0.0098  -0.0035
Si  9.5827  9.5795  12.3152  -0.0011  0.013  -0.0064
Si  6.8386  12.2928  12.3284  -0.0133  0.0208  0.0005
Si  9.5661  15.0098  12.3254  -0.0059  0.0128  -0.0055
Si  6.826  17.7301  12.3342  0.0003  0.02  -0.0078
Si  9.5565  20.4649  12.3431  0.0064  0.0152  0.0019
Si  6.8255  23.2118  12.3402  0.0032  0.0104  -0.0045
Si  9.5649  25.9602  12.345  0  -0.019  0.0021
Si  6.8369  28.7127  12.3383  0.0122  0.0078  0.0034
Si  9.5807  31.4646  12.3431  0.0077  -0.001  0.0068
Si  12.3188  1.4052  12.3454  -0.0001  0.0005  0.0057
Si  15.0534  4.1404  12.3402  0.0036  -0.011  0.003
Si  12.3202  6.8656  12.3273  0.0006  -0.0055  -0.0049
Si  15.054  9.5832  12.3224  -0.0032  0.004  -0.0067
Si  12.3093  12.2889  12.3099  0.0044  0.0168  -0.0079
Si  15.0363  15.0063  12.3127  0.0084  0.0342  -0.0054
Si  12.2964  17.7326  12.3252  0.0004  0.0188  0.0007
Si  15.0205  20.4678  12.323  0.0048  0.0085  0.0027
Si  12.2876  23.2107  12.3388  -0.0049  0.0087  0.001
Si  15.0292  25.9676  12.3342  -0.0125  -0.0014  0.0096
Si  12.3044  28.715  12.339  -0.0071  -0.0014  0.0038
Si  15.0465  31.4665  12.3353  -0.0112  -0.0146  0.0025
Si  0.0215  2.7684  13.7031  0.0068  0.0033  -0.0029
Si  2.7473  0.0321  13.6923  0.008  0.0028  0.0014
Si  0.0268  8.2309  13.7087  0.0035  -0.016  -0.003
Si  2.7607  5.5015  13.7031  0.013  -0.0077  0.0019
Si  0.017  13.6621  13.7003  -0.0059  -0.0116  0.0045
Si  2.7607  10.9487  13.7113  -0.0024  -0.0247  -0.0007
Si  0.0041  19.1088  13.6797  -0.0058  -0.0087  0.0031
Si  2.7403  16.3795  13.6953  -0.0098  -0.0226  0.0036
Si  16.4014  24.5956  13.6818  0.006  -0.002  0.0052
Si  2.7288  21.8485  13.6808  -0.0055  -0.0114  0.0045
Si  0.0082  30.0913  13.6916  0.0108  0.0024  -0.0004
Si  2.73  27.34  13.6876  0.0018  -0.0009  0.0046
Si  5.488  2.775  13.6974  0.0098  -0.0192  -0.0025
Si  8.2126  0.0318  13.7023  -0.0107  -0.0022  -0.003
Si  5.4986  8.2264  13.7056  0.0073  -0.0226  -0.0016
Si  8.2226  5.5084  13.707  0.0029  -0.0179  0.0006
Si  5.4833  13.6599  13.7038  0.0094  -0.0133  -0.0051
Si  8.2258  10.9391  13.6992  0.0051  -0.0179  -0.0039
Si  5.4699  19.1084  13.6962  -0.0108  -0.0092  0.0054
Si  8.2124  16.3775  13.6995  0.007  -0.0021  0.0041
Si  5.4605  24.5938  13.6914  -0.0152  0.0054  0.0044
Si  8.1995  21.8471  13.698  -0.008  -0.0038  -0.0025
Si  5.4714  30.0867  13.6956  0.0022  -0.0103  0.0043
Si  8.1992  27.3401  13.6971  -0.0133  0.0003  -0.003
Si  10.9505  2.772  13.7117  0.0044  -0.0067  -0.0038
Si  13.6855  0.0297  13.7042  -0.0001  0.0002  -0.0043
Si  10.957  8.2275  13.7049  -0.0004  -0.0102  -0.0016
Si  13.6878  5.5035  13.7112  -0.0032  -0.0126  -0.0075
Si  10.9542  13.6528  13.6881  0.0061  -0.0046  -0.0001
Si  13.6917  10.9446  13.6985  -0.0022  -0.0164  0.0039
Si  10.9472  19.107  13.6951  0.0046  -0.0106  0.003
Si  13.6842  16.3771  13.6874  -0.008  -0.0079  0.003
Si  10.9329  24.5883  13.6975  0.0087  0.0086  -0.0023
Si  13.6686  21.8457  13.6888  -0.0055  0.0047  0.0047
Si  10.9471  30.0924  13.7001  -0.0047  -0.0001  -0.0002
Si  13.6712  27.342  13.6912  0.0094  0.0019  0.0013
Si  1.4012  4.1237  15.0709  -0.0287  -0.0225  0.0028
Si  4.1206  1.3961  15.0551  0.0109  0.0183  -0.0019
Si  1.4099  9.579  15.0877  -0.0099  0.0087  0.002
Si  4.142  6.8536  15.078  -0.0107  0.0076  -0.0036
Si  1.3914  15.0201  15.0815  0.0162  0.0306  -0.0032
Si  4.1401  12.2999  15.0937  -0.0023  0.0277  0.0035
Si  1.3702  20.481  15.0437  0.0159  0.0231  -0.0043
Si  4.1137  17.7434  15.0667  0.0031  0.0203  -0.0079
Si  1.3575  25.9712  15.0428  0.018  0.0023  0.004
Si  4.0853  23.2276  15.0424  0.0176  -0.005  -0.0028
Si  1.3824  31.4553  15.049  -0.004  -0.0037  0.0112
Si  4.0995  28.7071  15.047  0.0042  0.0038  0.0035
Si  6.8595  4.1325  15.0755  0.0086  0.0133  -0.0035
Si  9.5845  1.3925  15.0745  -0.0041  -0.0012  0.0056
Si  6.8787  9.5755  15.0878  0.0023  0.023  -0.0009
Si  9.5984  6.8621  15.0896  0.0187  0.0116  -0.0084
Si  6.8608  15.0145  15.0779  -0.0227  0.0029  -0.0035
Si  9.6048  12.2925  15.0744  0.0056  0.0138  -0.0051
Si  6.8391  20.4799  15.0576  0.0027  0.0117  -0.0084
Si  9.5963  17.7359  15.06  -0.0145  0.0223  -0.0095
Si  6.8229  25.9707  15.0496  0.0122  -0.0086  -0.0014
Si  9.5703  23.2173  15.0561  -0.0163  -0.007  0.0007
Si  6.8411  31.4579  15.0543  0.0162  0.0068  0.0024
Si  9.5741  28.7152  15.0457  0.0001  -0.0014  -0.0016
Si  12.3254  4.1307  15.0842  -0.0002  -0.0116  0.0034
Si  15.0629  1.3892  15.0679  -0.0132  -0.0143  0.0017
Si  12.3401  9.5783  15.0828  0.011  0.0175  -0.0118
Si  15.0739  6.8563  15.081  -0.0115  0.0003  -0.0019
Si  12.3363  15.0035  15.0584  -0.0034  0.0236  -0.0147
Si  15.0701  12.2947  15.0832  0.0028  0.0154  -0.011
Si  12.3183  20.4748  15.0588  -0.0052  0.0032  0.0052
Si  15.0581  17.7424  15.0557  0.0199  0.0292  -0.0069
Si  12.3066  25.9646  15.0403  -0.0295  -0.0261  0.0022
Si  15.0405  23.2226  15.038  0.008  0.0184  0.0004
Si  12.3199  31.4582  15.0634  -0.0054  -0.001  0.0059
Si  15.0453  28.712  15.0423  -0.0207  0.0042  0.0141

Results
total energy: -236488.963 eV
total energy less fixed offsets of O -438.35, Si -107.03 eV per atom: 18.737 eV
